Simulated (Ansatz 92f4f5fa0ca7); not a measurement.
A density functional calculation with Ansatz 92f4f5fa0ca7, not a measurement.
Periodic cell of 244 atoms, Si164O80, from a study of silicon, its oxide and their interface. The atomic structure is a simulated model.
Doubt: the cutoff is far below the 930 eV that the study's wrapper takes by default for these files, so forces and energies are approximate.
This geometry differs little from another in the collection (a relaxation step or a small displacement).

Settings
functional: PBE
potential files: Ansatz PAW
basis: plane waves
wave-function cutoff: 580 eV
density cutoff ratio: 5
exchange-correlation grid ratio: 1
k mesh: 1 x 1 x 1, Gamma-centred
self-consistency stop: 5e-08 eV per atom in the density residual
occupations: fixed
spin: none
net charge: 0

Cell vectors (angstrom)
a 10.938 0 0
b 0 10.938 0
c 0 0 36.8772

Atoms: element, x, y, z (angstrom)
Si 0 0 0.683
Si 5.469 0 0.683
Si 2.7345 2.7345 0.683
Si 8.2035 2.7345 0.683
Si 0 5.469 0.683
Si 5.469 5.469 0.683
Si 2.7345 8.2035 0.683
Si 8.2035 8.2035 0.683
Si 1.3673 1.3673 2.0503
Si 6.8362 1.3673 2.0503
Si 4.1018 4.1018 2.0503
Si 9.5708 4.1018 2.0503
Si 1.3673 6.8362 2.0503
Si 6.8362 6.8362 2.0503
Si 4.1018 9.5708 2.0503
Si 9.5708 9.5708 2.0503
Si 2.7345 0 34.8257
Si 8.2035 0 34.8257
Si 0 2.7345 34.8257
Si 5.469 2.7345 34.8257
Si 2.7345 5.469 34.8257
Si 8.2035 5.469 34.8257
Si 0 8.2035 34.8257
Si 5.469 8.2035 34.8257
Si 4.1018 1.3673 36.193
Si 9.5708 1.3673 36.193
Si 1.3673 4.1018 36.193
Si 6.8362 4.1018 36.193
Si 4.1018 6.8362 36.193
Si 9.5708 6.8362 36.193
Si 1.3673 9.5708 36.193
Si 6.8362 9.5708 36.193
Si -0.4991 0.491 26.6559
Si 5.627 -0.5994 26.1619
Si 2.5735 2.9658 26.741
Si 8.8169 2.2908 26.7462
Si 0.2671 5.0926 26.691
Si 5.0332 5.9479 26.7204
Si 3.2767 7.607 26.7145
Si 8.01 8.3453 26.8069
Si 1.3368 1.3492 27.9341
Si 7.0104 1.4859 28.0207
Si 4.1264 4.1843 28.0295
Si 9.6693 4.0169 28.0712
Si 1.4206 6.7691 27.9133
Si 6.7779 6.8248 28.071
Si 4.1651 9.4348 27.8473
Si 9.5581 9.6596 27.9951
Si 2.7889 -0.0511 29.187
Si 8.1902 -0.0084 29.4351
Si 0.0855 2.696 29.4574
Si 5.5579 2.8134 29.3292
Si 2.7247 5.4723 29.4289
Si 8.2257 5.4358 29.3253
Si 0.0623 8.2279 29.2408
Si 5.4893 8.2375 29.4268
Si 4.137 1.3638 30.6062
Si 9.5888 1.3609 30.7675
Si 1.4059 4.0938 30.8007
Si 6.8784 4.129 30.7636
Si 4.0989 6.8622 30.7569
Si 9.6126 6.8566 30.6424
Si 1.4252 9.5708 30.6519
Si 6.8455 9.574 30.7963
Si 0.0414 -0.0224 32.0704
Si 5.4557 0.0267 32.0827
Si 2.7907 2.6978 32.0805
Si 8.223 2.738 32.1183
Si -0.0001 5.4878 32.0832
Si 5.4834 5.4899 32.1038
Si 2.7322 8.222 32.0971
Si 8.2431 8.187 32.0865
Si 1.3838 1.3618 33.4488
Si 6.8339 1.3748 33.4609
Si 4.1196 4.1003 33.4561
Si 9.5795 4.1182 33.4645
Si 1.3671 6.8481 33.458
Si 6.855 6.8439 33.4635
Si 4.1019 9.5855 33.4577
Si 9.5946 9.5702 33.4519
Si 2.7227 0.0116 3.4074
Si 8.2052 -0.0047 3.4208
Si 0.0082 2.7369 3.4294
Si 5.4516 2.737 3.4226
Si 2.7509 5.4778 3.4305
Si 8.1909 5.475 3.4159
Si -0.016 8.1954 3.4068
Si 5.4772 8.2027 3.4314
Si 4.0302 1.4181 4.7945
Si 9.5709 1.3589 4.785
Si 1.3823 4.1115 4.801
Si 6.8185 4.1119 4.7786
Si 4.1172 6.842 4.8176
Si 9.5283 6.8656 4.789
Si 1.3708 9.5513 4.7431
Si 6.8354 9.5795 4.8083
Si 0.0016 -0.0561 6.1127
Si 5.4071 0.033 6.0877
Si 2.6949 2.7662 6.2695
Si 8.1817 2.7404 6.1183
Si -0.004 5.5081 6.0974
Si 5.4642 5.4514 6.2009
Si 2.7392 8.2414 6.1462
Si 8.175 8.2064 6.2359
Si 1.3001 1.2858 7.5429
Si 6.7131 1.4307 7.4336
Si 4.0973 4.1586 7.663
Si 9.5846 4.1261 7.4316
Si 1.331 6.8909 7.4693
Si 6.8037 6.8088 7.6157
Si 4.091 9.6417 7.516
Si 9.5879 9.5944 7.5674
Si 2.7719 0.0807 8.9837
Si 8.0904 0.0658 8.7367
Si -0.2194 2.5671 8.8021
Si 5.5138 2.798 9.0188
Si 2.7522 5.6799 8.9107
Si 8.2798 5.4339 8.8868
Si 0.0843 8.2742 8.9444
Si 5.3854 8.2141 8.9204
Si 4.4305 1.1508 10.3744
Si 8.8175 1.8789 10.0241
Si 1.4231 4.5604 10.4561
Si 7.3012 3.7738 10.2639
Si 3.5008 7.5326 10.1956
Si 9.915 6.5676 10.16
Si 1.8371 9.2824 10.2411
Si 6.6353 9.7885 10.0869
O 0.9047 3.1248 9.8901
O 7.328 9.2083 11.4644
O 3.6306 7.2459 11.8191
O 9.1685 7.0872 11.5327
O 4.0919 1.5039 11.9621
O 2.2309 4.1463 11.8138
O 38.3444 -21.9241 10.5947
O 0.1156 5.5084 10.7534
O 8.7348 7.4538 25.6314
O 3.0119 8.1268 25.1363
O 14.2459 2.3922 25.3794
O 5.9797 11.7592 26.8958
O 5.2536 -0.2925 24.5763
O 17.8841 -1.5704 26.071
O 10.4449 5.4843 25.2561
O 1.4394 4.0445 26.2021
Si 7.8272 7.3553 16.8083
Si 2.5698 10.46 19.7989
Si 14.0716 13.3965 19.5844
Si 9.7797 9.797 17.3268
Si 9.3955 1.0342 12.0773
Si 6.6073 6.3465 19.4616
Si 0.7794 9.7884 12.3477
Si 3.6293 2.9545 23.8769
Si 7.9259 2.9313 24.6672
Si -0.4062 2.8594 14.2639
Si 5.5542 8.5629 15.0036
Si 4.1609 6.4116 13.1042
Si 0.6961 11.1208 15.1984
Si 5.1878 0.2655 15.9712
Si 15.1816 18.7839 20.4711
Si 2.3962 4.102 13.4365
Si 9.1517 8.6997 22.75
Si 6.5014 7.3653 22.2897
Si 9.8196 7.5508 12.9569
Si 10.9157 9.0017 20.2295
Si 7.6959 9.6737 12.9839
Si 6.2509 14.1167 19.2826
Si 7.3436 12.0196 20.9863
Si -0.1352 10.8009 24.3887
Si 16.6754 5.217 24.589
Si 4.7055 2.0911 13.3755
Si 8.8504 5.3019 14.6532
Si 12.371 14.7217 21.7976
Si 1.657 8.4833 24.3155
Si 5.7497 0.8596 23.5117
Si 10.0548 6.999 24.8145
Si 18.4224 0.7753 18.0039
Si 6.589 4.3807 12.5158
Si 2.6819 11.899 17.3047
Si 9.8772 2.1375 22.4766
Si 12.5364 6.859 21.5222
O 4.4706 1.7914 23.1073
O -0.1539 12.1071 23.4223
O 8.8292 8.6284 16.7158
O 5.1284 8.0998 21.8177
O 11.2727 8.2447 12.7228
O 2.3036 13.2364 18.1695
O 10.9406 13.9557 21.6105
O 12.9595 11.7795 15.8508
O 5.1733 7.1364 19.3256
O 4.687 7.4617 14.2101
O 13.9926 17.7263 20.8047
O 6.0757 2.9348 13.0864
O 7.2321 11.1793 19.5636
O 7.0844 4.3184 24.8578
O 13.2223 10.5829 18.1909
O 8.8973 12.1884 21.5019
O 7.6566 5.0427 13.5659
O 2.9508 5.5872 13.8434
O 2.2307 3.2492 23.1113
O 8.2096 11.2373 12.9817
O 8.8374 8.6811 13.5928
O 7.639 6.9965 18.3864
O 6.9001 1.7337 24.2571
O 8.9923 3.1292 23.4328
O 5.317 5.4179 12.5022
O 9.5773 9.8136 23.8745
O 10.9291 10.0443 16.1903
O 12.1081 10.0845 20.5591
O 14.6126 9.2906 20.0072
O 13.3113 14.4974 20.4886
O 6.4273 9.4684 13.9615
O 9.6896 9.1754 21.2911
O 12.6551 7.8193 22.8398
O 9.7733 7.2334 23.2169
O 4.2813 1.0506 17.0591
O 11.4918 7.4871 20.4348
O 6.4199 7.7703 16.1179
O 7.1023 13.3206 18.1
O 9.9656 2.4058 12.7936
O 10.4095 9.2204 18.7117
O 5.136 1.0247 14.5258
O 6.5056 4.7645 19.121
O 3.5139 3.0364 13.9475
O 6.6362 11.1057 16.7378
O -0.3263 1.4452 15.0584
O 17.7317 2.6093 20.7212
O 12.0705 5.3727 21.9522
O 3.135 11.9116 20.3172
O 7.1256 6.5325 21.0098
O 7.5416 8.5361 22.732
O 15.5807 2.9451 19.2482
O 1.3471 10.0865 24.1835
O -0.4244 10.7842 11.8136
O 1.2222 10.4713 13.787
O 8.3598 6.0228 16.0242
O 9.5038 3.8591 15.0325
O 11.3507 7.9132 25.2267
O 6.1697 6.3927 23.5451
O 6.4177 11.262 22.1094
O 9.9676 6.2768 13.9533
O 9.0082 11.2204 17.6359
O 15.4623 4.329 23.9191
O 0.9969 3.6762 14.1371
O 4.6238 9.6764 15.7536

Results
free energy: -149756.603 eV
free energy less fixed offsets of O -568.88, Si -635.61 eV per atom: -6.163 eV

Forces (eV/angstrom), in the order of the atoms: element, x, y, z
Si -0.0115 0.0242 -0.0043
Si 0.0267 0.0043 -0.0164
Si -0.0151 0.0291 0.0049
Si -0.0096 0.0314 0.0194
Si 0.0229 -0.0134 -0.0135
Si 0.0044 0.0011 -0.0005
Si -0.0327 0.0315 0.0165
Si -0.0063 0.0086 0.0006
Si -0.116 0.0559 -0.0961
Si -0.0792 -0.0354 0.1106
Si -0.0039 0.0756 -0.0268
Si 0.0405 0.0173 0.1127
Si -0.0113 -0.1097 0.0597
Si -0.0601 0.0593 -0.0449
Si 0.0811 0.0308 0.1106
Si -0.0305 0.0368 -0.0739
Si -0.0082 0.0025 0.086
Si 0.024 -0.0445 -0.1193
Si 0.1174 0.0167 -0.1015
Si 0.0697 0.042 0.1032
Si -0.021 -0.036 -0.1062
Si 0.0091 -0.0086 0.1027
Si 0.0307 -0.0106 0.0958
Si 0.0584 0.1019 -0.0655
Si -0.0169 0.0023 0.0059
Si -0.0036 -0.0291 -0.0165
Si 0.0043 -0.033 0.0056
Si 0.0005 -0.0052 0.0062
Si 0.0209 -0.0308 -0.013
Si -0.0101 0.0081 0.0091
Si 0.0007 0.0016 0.0038
Si 0.0076 -0.024 0.0086
Si -0.0122 0.0027 0.0019
Si 0.0074 0.0091 -0.0067
Si 0.0221 -0.0098 0.0016
Si 0.0125 -0.0051 0.0052
Si -0.0031 -0.0031 -0.0142
Si 0.0064 -0.0113 -0.0001
Si -0.0023 0.0065 -0.0026
Si 0.0068 -0.0006 -0.0104
Si -0.0086 0.0069 -0.0024
Si 0.0119 -0.0136 0.0071
Si -0.0032 0.0021 -0.0019
Si -0.0077 -0.0037 0.0014
Si -0.0026 0.003 0.0092
Si -0.009 -0.0078 0.0024
Si -0.0057 0.0036 -0.0018
Si 0.0045 0.0054 0.006
Si 0.0095 -0.0059 0.0014
Si -0.0051 0.0082 -0.0124
Si -0.0039 -0.0059 0.0002
Si -0.005 0.0072 0.0056
Si 0.0069 -0.0008 0.0015
Si 0.0061 -0.0011 -0.0024
Si -0.0014 -0.0033 -0.0051
Si 0.0024 -0.0055 0.0072
Si 0.0029 0.0005 -0.0057
Si 0.0017 0.0031 -0.0031
Si -0.0004 0 -0.0001
Si -0.0016 -0.0042 -0.0036
Si -0.0039 0.0023 -0.0054
Si -0.0012 -0.0011 -0.0042
Si -0.0041 -0.0033 -0.0002
Si -0.0016 -0.0021 -0.0008
Si -0.0008 0.0025 -0.0026
Si 0.0022 -0.0054 -0.0021
Si -0.0059 0.0056 -0.0043
Si 0.0032 -0.0007 -0.0027
Si 0 -0.0035 -0.0027
Si -0.0012 0.0027 -0.0018
Si 0.0064 -0.0032 -0.0036
Si -0.0019 -0.0004 -0.0048
Si 0 -0.0032 0.0004
Si -0.0017 0.0026 -0.0014
Si 0.0016 -0.0023 -0.0003
Si -0.0037 0.0007 -0.0012
Si -0.0024 0.0013 -0.0015
Si 0.0005 -0.0029 -0.0003
Si -0.0029 0.0016 -0.0006
Si 0.0009 -0.0011 -0.0001
Si 0.0002 0.0045 -0.0013
Si 0.0022 -0.0011 0.0018
Si -0.0007 -0.0031 0.0007
Si -0.0004 0.0039 -0.0018
Si -0.0011 -0.0013 0.0023
Si -0.0006 0.001 -0.0023
Si 0.0006 0.0033 -0.0012
Si 0.0005 -0.0029 -0.0001
Si 0.0056 -0.0098 0.0021
Si -0.0045 0.0028 0.0001
Si -0.0001 0.0014 -0.0002
Si -0.0002 -0.0024 -0.0006
Si -0.004 0.0051 -0.0003
Si 0.0028 -0.0023 0.0027
Si -0.0023 -0.0036 0.0016
Si -0.0009 0.0013 0.0006
Si -0.0002 0.0023 0.0057
Si 0.0009 0.0041 -0.0004
Si -0.0018 0.0025 0.0065
Si 0.0011 -0.0074 -0.0001
Si 0.0005 0.0031 0.0005
Si 0.0017 0.0003 -0.0013
Si 0.0021 -0.0068 0.004
Si 0.0002 0.002 0.0038
Si 0.006 -0.0108 -0.0197
Si -0.0023 0.0016 -0.0019
Si -0.0049 -0.0035 0.0008
Si 0.0093 -0.0177 0.0134
Si -0.0086 0.011 -0.0093
Si 0.0049 -0.0004 0.0004
Si -0.0069 0.0016 -0.0041
Si 0.0026 -0.0046 0.0002
Si 0.0105 -0.0036 0.0021
Si -0.0032 -0.0045 -0.0082
Si -0.0198 0.0293 -0.0052
Si 0.0024 -0.0069 0.0013
Si 0.0094 -0.0056 -0.0005
Si -0.005 -0.0015 -0.0021
Si 0.0054 -0.0021 0.0018
Si -0.0043 -0.0077 -0.0048
Si -0.0032 0.0089 -0.0018
Si -0.0006 0.0107 0.0079
Si -0.0039 -0.0112 0.0087
Si 0.0081 -0.0102 -0.0077
Si 0.0113 -0.0051 -0.0013
Si -0.0017 0.0073 0.0026
Si -0.0105 -0.0043 -0.0127
Si 0.0118 -0.0078 0.0148
O 0.0024 0.0073 0.0045
O -0.002 -0.0005 -0.0052
O -0.0032 0.0005 0.0009
O -0.0012 0.0014 0.0047
O -0.0022 -0.001 -0.0031
O -0.0023 -0.0008 -0.0063
O -0.002 0.0042 -0.0015
O -0.0058 0.0009 -0.0054
O 0.0009 -0.0012 -0.003
O -0.0014 -0.003 0.0001
O 0.0004 -0.0021 -0.0053
O -0.0066 -0.009 -0.005
O -0.004 -0.0034 -0.002
O -0.0073 -0.0004 0.0049
O 0.0014 0.0011 0.0032
O -0.0141 0.011 0
Si 0.0002 -0.0016 0.0009
Si -0.0008 0.0003 -0.0045
Si 0.001 -0.0014 -0.0031
Si -0.0015 -0.0006 -0.0013
Si -0.0041 0.0054 -0.0008
Si 0.0002 -0.0031 -0.0018
Si -0.0156 0.0023 0.0111
Si 0.0001 -0.0017 0.0067
Si -0.0085 0.0011 -0.0058
Si -0.003 0.0055 -0.0027
Si -0.0004 -0.0019 -0.0019
Si 0.0026 -0.005 0.0016
Si 0.0022 -0.0001 0.0047
Si -0.0006 0.0021 -0.0014
Si 0.0017 -0.0012 -0.003
Si 0.0016 -0.0008 0.001
Si 0 -0.0072 0.0019
Si 0.0027 -0.0013 -0.0009
Si -0.0012 -0.0011 -0.0051
Si -0.0036 -0.0012 -0.0009
Si 0.0019 -0.005 -0.0004
Si 0.0002 -0.0016 -0.0017
Si -0.003 -0.0017 0.0001
Si -0.0022 -0.0085 0.0022
Si 0.0015 -0.0054 0.0092
Si -0.0003 0.0006 0.0003
Si 0.0004 -0.0006 0.0034
Si -0.0007 -0.0014 -0.0016
Si -0.0019 0.0029 0.0014
Si 0.0008 -0.0032 0.0053
Si -0.005 -0.0045 0.0019
Si 0.0001 -0.0009 -0.0013
Si -0.006 -0.0024 -0.001
Si -0.0022 -0.0016 -0.0005
Si -0.0047 0.0024 -0.0016
Si -0.0021 0.0014 0.0013
O -0.001 0.0011 -0.0034
O 0.0022 0.0047 -0.0069
O 0 -0.001 -0.0013
O -0.0048 -0.001 -0.0019
O 0.0005 -0.0037 -0.0022
O -0.0003 -0.0005 0
O 0.0001 -0.0012 -0.0001
O -0.0029 -0.0034 -0.0031
O -0.0016 -0.0015 -0.0002
O 0.0041 0.0025 0.0007
O 0.0009 -0.0014 -0.0007
O -0.0002 -0.0004 -0.003
O -0.0004 -0.0022 0.0004
O -0.0042 0.0014 -0.0045
O 0.0002 -0.0017 0.0013
O -0.0011 -0.0021 -0.0006
O 0.0064 0.0031 0.0049
O -0.0013 -0.0002 0.0001
O -0.0033 -0.0011 -0.0025
O 0.0041 -0.0001 0.0002
O -0.0015 0.0007 -0.0007
O -0.001 -0.0016 -0.0013
O 0.0025 0.0006 -0.0007
O 0.0011 -0.0041 -0.004
O -0.0034 0.0013 0.0005
O 0.0032 0.0003 -0.0023
O -0.0011 -0.0007 -0.0001
O 0.0013 -0.0016 0
O -0.0009 -0.0031 0.001
O -0.0016 -0.0022 -0.0006
O -0.0039 -0.005 0.0011
O -0.0004 0.0007 -0.0018
O -0.0008 -0.0043 -0.0066
O -0.0031 0.0032 -0.0046
O -0.002 -0.0015 0.0007
O -0.0011 -0.0018 -0.0009
O -0.001 -0.0014 -0.0015
O -0.0009 -0.0013 0.0012
O 0.0006 -0.0058 0.001
O -0.0001 -0.0018 -0.001
O 0.0006 -0.0046 0.0008
O -0.0015 -0.0018 0.0003
O 0.002 -0.003 -0.0011
O 0.0013 -0.0027 -0.0016
O 0.0007 -0.004 -0.0019
O -0.0004 -0.0022 -0.0027
O -0.001 -0.0017 -0.0016
O -0.0018 -0.0016 -0.0011
O -0.0006 -0.0011 -0.0008
O 0.0001 -0.0005 -0.0028
O -0.0007 -0.001 -0.0003
O -0.0017 -0.003 -0.0046
O 0.0063 -0.0072 0.0034
O 0.0031 0.0004 -0.0044
O -0.0003 -0.0014 -0.0017
O 0.0017 -0.0042 -0.002
O 0.0025 0.0001 -0.0012
O -0.0001 0.0003 -0.0058
O 0.001 -0.0009 -0.0043
O -0.0005 -0.0025 -0.0004
O 0.0009 -0.0018 -0.0008
O -0.0018 -0.0005 -0.0054
O -0.0028 -0.0019 -0.0008
O -0.0012 -0.0028 -0.0032

The program warned: the cutoff lies below the one the program advises for these potential files; the exchange-correlation potential is rough where the density is thin.
